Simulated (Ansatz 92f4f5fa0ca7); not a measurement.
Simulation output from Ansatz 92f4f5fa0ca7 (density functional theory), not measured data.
Periodic cell of 534 atoms, Si286O176H72, with a vacuum gap, from a study of silicon, its oxide and their interface. The atomic structure is a simulated model.

Settings: functional r2SCAN; potential files Ansatz PAW; basis plane waves; wave-function cutoff 800 eV; density cutoff ratio 5; exchange-correlation grid ratio 1; k mesh 1 x 1 x 1, Gamma-centred; self-consistency stop 2e-11 eV per atom in the density residual; occupations fixed; spin none; net charge 0; applied field sawtooth along c, amplitude -0.015 V/angstrom in the program's sign convention, ramp centred at 0.9881 of c and 0.0238 of c wide, no dipole correction.

Cell vectors (angstrom)
a 16.332 0 0
b 0 16.332 0
c 0 0 42.0276

Atoms and the computed forces on them: element, x, y, z (angstrom), force x, y, z (eV/angstrom)
Si 0.334 -0.464 28.545 -0.001 0.005 -0.018
Si 2.441 2.909 28.517 0 -0.009 -0.013
Si -0.02 4.811 27.981 -0.003 -0.004 -0.041
Si 3.075 7.911 28.178 0 0.001 -0.03
Si -0.278 11.39 28.381 0.014 0.009 -0.026
Si 2.01 14.07 28.563 0 0.003 -0.025
Si 5.558 -0.36 28.221 -0.015 -0.003 -0.022
Si 8.27 2.451 28.122 -0.005 0.007 -0.024
Si 5.121 5.559 28.659 0.008 -0.01 -0.018
Si 7.936 8.473 28.477 0.016 -0.001 -0.016
Si 5.823 10.771 28.345 0.005 0.017 -0.016
Si 7.818 13.779 28.331 -0.001 -0.016 -0.011
Si 10.527 0.248 28.183 0.005 -0.006 -0.018
Si 12.052 1.293 29.657 -0.003 0 0.007
Si 11.123 4.994 28.201 -0.004 0.009 -0.021
Si 12.982 9.193 28.092 -0.018 -0.004 -0.043
Si 11.089 10.598 28.561 -0.006 -0.007 -0.018
Si 13.813 13.533 28.378 0 0.013 -0.015
Si 1.304 1.298 29.758 0 -0.001 -0.005
Si 3.881 4.1 29.922 0.005 0.016 -0.006
Si 1.337 7.01 29.52 0.006 -0.006 -0.011
Si 4.107 9.599 29.485 -0.003 -0.012 -0.001
Si 1.191 12.378 29.91 -0.012 -0.001 0.011
Si 3.964 14.92 29.598 -0.002 -0.001 -0.001
Si 6.687 1.318 29.487 0.009 0.002 0.003
Si 9.44 3.989 29.503 0.005 -0.004 -0.003
Si 6.759 6.854 29.714 -0.018 -0.007 -0.007
Si 9.5 9.519 29.869 0.001 0.002 -0.014
Si 6.825 12.262 29.795 -0.001 -0.003 -0.005
Si 9.416 15.004 29.537 0.002 0.008 0.003
Si 13.255 2.67 28.263 0.009 -0.002 -0.02
Si 14.866 3.873 29.549 0 0 0.011
Si 12.147 6.642 29.549 -0.001 -0.004 0.002
Si 14.859 9.718 29.482 0.003 0.001 0.013
Si 12.205 12.339 29.65 0.006 0 0.002
Si 14.949 14.961 29.834 0.001 -0.01 0.001
Si -0.108 2.659 31.044 0.002 0.002 0.007
Si 2.745 -0.005 31.069 -0.006 0.013 -0.006
Si -0.096 8.291 30.868 0.003 -0.008 0.01
Si 2.497 5.544 31.076 -0.003 -0.013 -0.003
Si -0.13 13.641 31.302 -0.001 0.012 -0.01
Si 2.7 10.896 30.939 0.007 0.012 0.016
Si 5.405 2.679 30.982 -0.012 0.008 -0.001
Si 8.076 0.032 30.942 -0.004 -0.004 0.016
Si 5.368 8.236 31.017 0.013 0.008 0.006
Si 8.176 5.427 30.929 0.003 0.008 0.013
Si 5.334 13.587 31.029 0.001 -0.003 0.007
Si 8.182 10.938 31.168 0.004 -0.006 -0.012
Si 10.781 2.725 31.001 0.002 0.004 -0.002
Si 13.51 0.027 31.025 0.011 0.002 0.013
Si 10.882 8.037 31.039 -0.015 0.01 0.006
Si 13.646 5.419 30.904 -0.005 0.005 -0.004
Si 10.809 13.687 30.951 -0.004 -0.007 0.017
Si 13.573 10.969 31.02 -0.009 0.001 0.011
Si 1.231 4.092 32.406 -0.004 -0.011 0.009
Si 4.093 1.36 32.412 -0.023 -0.026 0.029
Si 1.306 9.555 32.303 -0.006 -0.003 0.023
Si 3.996 6.85 32.356 0.019 -0.011 0.011
Si 1.356 15.008 32.466 -0.002 -0.015 0.012
Si 4.024 12.214 32.393 0.014 0.005 0.011
Si 6.794 4.073 32.291 -0.004 -0.001 0.018
Si 9.444 1.362 32.358 0.019 -0.003 0.013
Si 6.763 9.537 32.416 -0.01 -0.006 0.011
Si 9.513 6.723 32.389 0.009 0.007 0.014
Si 6.752 14.984 32.339 -0.003 -0.008 0.024
Si 9.565 12.311 32.427 -0.006 -0.019 0.022
Si 12.224 4.099 32.305 -0.005 -0.005 0.018
Si 14.88 1.352 32.422 0.019 0.008 0.015
Si 12.26 9.495 32.335 0.005 -0.008 0.032
Si 14.98 6.823 32.281 -0.016 -0.021 0.025
Si 12.176 14.982 32.367 -0.003 -0.011 0.013
Si 14.86 12.221 32.521 0.019 0.003 0.027
Si -0.036 0.024 33.775 -0.051 0.038 0.205
Si 2.692 2.749 33.718 -0.006 0.029 0.192
Si -0.057 5.491 33.765 0.037 -0.018 0.189
Si 2.654 8.188 33.711 -0.027 0.021 0.238
Si -0.027 10.861 33.755 -0.007 -0.022 0.22
Si 2.695 13.595 33.773 0.018 -0.012 0.21
Si 5.448 0.011 33.761 0.023 0.001 0.207
Si 8.135 2.757 33.715 0.019 0.003 0.237
Si 5.419 5.447 33.65 -0.03 0.032 0.206
Si 8.16 8.135 33.712 -0.025 0.042 0.187
Si 5.406 10.886 33.769 0.015 -0.014 0.197
Si 8.16 13.657 33.731 -0.024 0.032 0.222
Si 10.841 0.025 33.718 -0.009 0.027 0.226
Si 13.556 2.765 33.739 0.013 -0.013 0.208
Si 10.901 5.418 33.751 -0.011 0.017 0.193
Si 13.627 8.148 33.714 -0.021 0.016 0.194
Si 10.926 10.876 33.729 -0.053 0.036 0.206
Si 13.517 13.629 33.78 -0.029 0.035 0.237
Si 1.343 1.387 35.1 -0.099 0.123 0.335
Si 4.089 4.106 35.068 -0.129 -0.002 0.106
Si 1.36 6.822 35.127 -0.174 -0.029 0.101
Si 4.042 9.489 35.09 -0.028 0.316 0.327
Si 1.314 12.231 35.102 0.132 0.04 0.407
Si 4.081 14.975 35.094 0.043 -0.105 0.39
Si 6.814 1.403 35.095 -0.103 -0.121 0.319
Si 9.529 4.068 35.104 0.046 0.015 0.197
Si 6.803 6.765 35.049 -0.064 0.126 0.22
Si 9.554 9.491 35.065 -0.139 0.082 0.173
Si 6.816 12.258 35.07 -0.131 0.038 0.34
Si 9.539 14.991 35.114 -0.222 0.103 0.236
Si 12.213 1.379 35.081 -0.048 0.113 0.229
Si 14.921 4.126 35.119 -0.115 0.041 0.19
Si 12.264 6.797 35.105 -0.031 0.012 0.061
Si 14.997 9.473 35.13 -0.041 0.026 0.111
Si 12.259 12.221 35.146 -0.19 0.07 0.374
Si 14.938 14.961 35.099 -0.047 0.169 0.384
Si -0.004 2.759 6.915 0.067 -0.142 -0.316
Si 2.709 0.006 6.925 0.011 -0.022 -0.215
Si 0.031 8.159 7.013 0.039 -0.035 -0.087
Si 2.76 5.46 6.941 0.003 -0.135 -0.101
Si -0.046 13.588 6.938 0.116 0.062 -0.262
Si 2.671 10.844 6.888 0.12 0.041 -0.581
Si 5.464 2.769 6.928 0.038 -0.071 -0.166
Si 8.211 0.072 6.91 -0.065 -0.087 -0.438
Si 5.449 8.105 6.886 0.244 -0.054 -0.283
Si 8.184 5.457 6.93 0.071 0 -0.107
Si 5.475 13.635 6.888 -0.031 -0.026 -0.532
Si 8.19 10.861 6.868 0.089 -0.12 -0.355
Si 10.889 2.725 6.948 0.11 0.042 -0.277
Si 13.606 0.024 6.895 0.133 -0.097 -0.393
Si 10.917 8.158 6.956 0.065 -0.072 -0.007
Si 13.598 5.464 7 0.091 -0.053 -0.115
Si 10.924 13.61 6.946 0.258 -0.13 -0.3
Si 13.658 10.865 6.964 -0.017 -0.077 -0.146
Si 1.391 4.079 8.276 0.019 0.018 -0.211
Si 4.097 1.391 8.256 0.009 -0.014 -0.201
Si 1.387 9.549 8.388 -0.02 -0.046 -0.218
Si 4.152 6.778 8.34 -0.024 0 -0.214
Si 1.335 14.945 8.261 -0.005 -0.004 -0.19
Si 4.088 12.201 8.117 -0.005 0.01 -0.234
Si 6.843 4.121 8.325 0.008 -0.015 -0.198
Si 9.57 1.378 8.337 0.005 0.002 -0.211
Si 6.844 9.459 8.205 0.022 -0.042 -0.218
Si 9.564 6.782 8.334 0.04 -0.038 -0.174
Si 6.848 15.035 8.207 0.009 -0.003 -0.238
Si 9.561 12.205 8.229 0.048 -0.044 -0.235
Si 12.246 4.061 8.335 0.023 -0.017 -0.166
Si 14.972 1.373 8.248 0.015 -0.005 -0.214
Si 12.308 9.508 8.328 0.027 -0.033 -0.176
Si 15.011 6.788 8.369 -0.008 0.002 -0.173
Si 12.324 14.985 8.302 0.003 -0.038 -0.227
Si 15.001 12.214 8.371 -0.004 0.009 -0.222
Si -0.004 0.024 9.609 0.01 -0.004 -0.024
Si 2.766 2.743 9.648 0.003 0 -0.015
Si 0.046 5.374 9.688 -0.011 -0.003 -0.027
Si 2.818 8.177 9.679 0.009 0.014 -0.026
Si 0.055 10.929 9.817 -0.003 0.009 -0.023
Si 2.745 13.497 9.484 0.002 0.014 -0.018
Si 5.494 0.049 9.58 -0.005 0.011 -0.021
Si 8.228 2.78 9.682 -0.021 0.003 -0.025
Si 5.521 5.442 9.78 0.012 -0.003 -0.031
Si 8.191 8.162 9.67 -0.006 0.013 -0.029
Si 5.434 10.841 9.436 0.006 0.015 -0.012
Si 8.235 13.652 9.479 -0.007 0.008 -0.019
Si 10.97 0.002 9.661 0.012 0.004 -0.023
Si 13.626 2.676 9.661 -0.007 0.002 -0.019
Si 10.922 5.409 9.736 0.002 0.025 -0.014
Si 13.703 8.2 9.736 -0.014 0.001 -0.008
Si 10.922 10.882 9.646 -0.003 -0.001 -0.016
Si 13.681 13.632 9.714 0.005 0.013 -0.012
Si 1.45 1.304 10.949 -0.005 -0.002 0.002
Si 4.113 4.047 11.104 -0.013 0.003 -0.01
Si 1.452 6.763 10.965 -0.007 -0.003 -0.005
Si 4.227 9.581 10.993 0.003 0.001 -0.01
Si 1.552 12.268 11.128 0.008 0.011 -0.01
Si 4.103 14.884 10.721 -0.002 -0.013 0.005
Si 6.831 1.434 10.976 0.013 -0.015 -0.008
Si 9.592 4.041 11.17 0.013 -0.005 -0.015
Si 6.905 6.841 11.159 0.001 0.008 -0.019
Si 9.579 9.513 11.017 -0.001 -0.004 0.002
Si 6.788 12.272 10.625 0.007 -0.014 0.009
Si 9.595 14.926 10.915 -0.014 0.007 -0.009
Si 12.34 1.303 11.09 0.005 0.009 -0.008
Si 13.761 5.353 12.404 -0.001 0 0.006
Si 12.388 6.747 11.026 0.001 0.001 0.004
Si 15.016 9.574 11.205 0.001 -0.014 -0.008
Si 12.186 12.337 11.012 0.006 -0.01 -0.005
Si 15.131 14.952 11.085 -0.003 0.007 -0.012
Si 0.084 2.532 12.404 0.005 0.007 0.002
Si 2.578 -0.414 12.108 0.013 0.006 -0.003
Si 0.17 8.101 12.4 0.003 -0.004 0.003
Si 2.814 5.515 12.45 -0.001 -0.001 0.003
Si 0.788 14.189 12.28 -0.002 0.001 -0.008
Si 2.902 10.852 12.495 0.003 -0.004 -0.001
Si 5.316 2.496 12.454 -0.003 -0.001 -0.017
Si 8.208 -0.021 12.148 -0.002 0.002 0.012
Si 5.577 8.308 12.47 0 0.007 0.004
Si 8.296 5.491 12.558 -0.003 -0.008 -0.005
Si 6.746 14.917 13.279 -0.002 -0.005 -0.029
Si 8.138 11.101 12.037 -0.007 -0.008 0.01
Si 10.991 2.629 12.522 -0.002 -0.002 0.007
Si 13.657 -0.141 12.464 -0.001 -0.002 0.007
Si 10.981 8.065 12.348 0.006 0.006 0.008
Si 15.041 3.931 11.039 -0.003 0.004 0.001
Si 10.803 13.625 12.497 0.006 -0.003 -0.002
Si 13.494 11.033 12.404 -0.012 -0.013 -0.013
Si 1.24 4.19 13.625 -0.011 0.003 -0.036
Si 4.292 0.545 13.527 -0.011 -0.016 -0.035
Si 1.993 8.961 13.629 0.008 -0.011 -0.026
Si 3.763 7.387 13.668 -0.008 0.006 0
Si 0.429 14.491 14.56 -0.009 0.001 -0.042
Si 4.523 12.124 13.689 0.011 -0.011 -0.039
Si 6.87 4.653 14.19 -0.004 -0.002 -0.044
Si 9.693 0.984 13.626 0.008 -0.001 -0.045
Si 6.821 10.04 13.598 0.001 0.003 -0.032
Si 10.053 6.485 13.832 0.007 0.002 -0.043
Si 5.439 13.51 12.032 0.008 0.014 0.006
Si 8.911 12.721 13.62 -0.003 -0.001 -0.011
Si 12.274 4.18 13.804 0.002 0.007 -0.045
Si 15.291 0.878 13.788 -0.003 0.006 -0.041
Si 12.038 9.686 13.607 -0.003 -0.011 -0.037
Si 15.426 6.445 13.683 0 -0.009 -0.034
Si 11.997 15.151 13.864 -0.003 0.012 -0.042
Si 14.896 12.067 14.952 0.004 0.009 -0.045
Si 8.296 -15.225 16.349 0.01 0.008 -0.063
Si 10.564 2.557 22.643 -0.004 -0.001 -0.05
Si 8.097 -6.131 19.325 0.01 0.001 -0.063
Si 4.877 -9.633 15.623 -0.005 0.003 -0.052
Si 13.737 8.126 15.701 0 -0.003 -0.062
Si 12.792 -1.61 16.932 -0.009 -0.001 -0.026
Si 10.753 -13.765 19.729 0.007 -0.001 -0.063
Si 18.084 -20.776 26.327 0.016 0 -0.059
Si 24.491 -15.181 20.071 -0.003 -0.001 -0.06
Si 31.719 -3.964 19.606 -0.003 -0.011 -0.055
Si 18.932 13.466 24.28 0.004 0.013 -0.066
Si 14.999 8.252 18.33 -0.003 0.011 -0.054
Si -15.46 -6.133 18.899 -0.011 0.002 -0.059
Si 9.817 23.43 26.267 -0.01 0.005 -0.057
Si 19.562 -4.373 21.775 -0.004 -0.004 -0.068
Si -10.963 -10.299 24.388 -0.006 0.001 -0.053
Si -1.006 -1.234 18.554 0.001 0.004 -0.064
Si 30.856 -1.779 21.446 0.011 -0.01 -0.072
Si 13.182 -4.513 17.613 -0.004 0.001 -0.059
Si 6.713 -0.656 17.891 0.004 0.005 -0.062
Si 7.263 20.205 17.038 -0.007 -0.006 -0.057
Si 9.352 16.121 22.482 -0.012 0.012 -0.05
Si -2.881 2.321 15.95 0.004 0.011 -0.076
Si 19.694 8.53 19.662 0.005 0.003 -0.057
Si 3.834 4.55 22.03 -0.007 0.002 -0.064
Si 20.915 0.153 22.038 0.012 0.003 -0.07
Si 15.137 17.367 26.271 0.006 0.002 -0.065
Si 6.214 20.067 26.272 -0.015 0.021 -0.058
Si 2.656 2.166 15.674 0.007 0.002 -0.071
Si 15.574 16.618 23.405 -0.002 -0.005 -0.071
Si 18.625 0.135 23.968 -0.003 -0.004 -0.064
Si 14.956 2.735 21.548 -0.004 0.003 -0.07
Si 25.634 -5.467 14.964 -0.004 0 -0.043
Si 13.121 36.666 23.588 -0.011 -0.002 -0.056
Si 0.956 -28.418 22.724 0.006 -0.002 -0.05
Si 3.915 16.162 19.102 -0.01 0 -0.06
Si -9.524 -18.3 22.36 0.001 0.003 -0.049
Si -0.523 5.612 19.015 -0.001 0.002 -0.052
Si 9.762 -3.983 26.399 0.003 0.001 -0.06
Si 28.171 -2.091 23.137 0.004 0.01 -0.077
Si 6.741 -19.545 19.412 -0.002 -0.002 -0.057
Si 11.93 -17.997 26.224 0 -0.006 -0.078
Si 12.119 9.074 25.256 -0.002 -0.005 -0.069
Si -5.838 -6.156 17.623 0 0.001 -0.066
Si -5.735 11.418 23.733 -0.003 0.002 -0.058
Si 27.277 7.218 16.576 -0.002 0.008 -0.066
Si -2.853 -9.433 20.371 -0.002 -0.003 -0.067
Si 2.472 -7.247 22.526 0.006 0.004 -0.063
Si 24.41 -11.868 22.102 -0.003 -0.007 -0.056
Si 36.279 13.19 19.051 -0.006 0.007 -0.068
Si 0.513 -9.257 23.381 -0.002 0.002 -0.043
Si -2.63 7.031 23.422 0.007 -0.009 -0.071
Si 6.019 2.57 21.952 0.01 -0.002 -0.046
Si -11.857 -4.599 25.742 0.002 0.002 -0.071
Si -5.517 5.694 19.2 -0.003 0.007 -0.061
Si 4.147 4.308 17.274 0.002 -0.004 -0.055
Si 2.859 7.654 25.139 -0.001 -0.007 -0.065
Si 5.947 11.622 23.183 0.004 0.009 -0.052
Si 8.405 9.835 22.325 -0.011 -0.005 -0.068
Si 22.473 -24.596 18.292 -0.006 -0.011 -0.063
Si 4.127 1.479 26.19 -0.013 0.005 -0.063
Si 17.307 10.58 15.779 0.011 -0.01 -0.067
Si 24.368 23.427 23.758 -0.004 0 -0.057
Si 17.553 17.241 17.942 0.002 0.003 -0.055
Si 35.411 -3.228 15.926 0.001 0.003 -0.072
Si 27.583 0.845 17.363 0.001 -0.009 -0.057
Si 15.198 19.102 18.535 -0.003 -0.007 -0.069
Si 24.268 -10.667 19.353 0 0.008 -0.061
Si 18.886 22.015 19.51 0.001 -0.008 -0.059
Si 15.621 20.044 25.351 -0.001 0.001 -0.07
O 11.641 -17.025 17.559 -0.004 0.005 0.02
O -3.362 -10.722 23.724 0 0 0.021
O 11.262 -14.141 21.223 -0.001 0.001 0.042
O 12.968 8.155 24.272 -0.016 0.021 0.038
O -0.687 4.854 26.493 0.006 0.008 0.05
O 5.74 -12.148 17.483 0.002 0 0.015
O 12.226 3.852 27.69 -0.005 -0.001 0.015
O -2.816 7.43 21.877 0.002 0.002 0.054
O 3.299 4.587 18.604 -0.014 0.013 0.037
O 3.994 13.16 25.098 0.005 -0.008 0.032
O 5.406 11.717 27.063 0.008 -0.013 0.041
O 15.796 13.552 18.578 -0.001 -0.004 0.018
O 17.795 -9.395 24.699 0.015 0.003 0.027
O 0.32 6.332 28.405 0.006 0.013 0.025
O 7.648 3.098 26.728 0.017 -0.014 0.039
O 12.778 -8.746 28.34 0.004 0.003 0.02
O 6.235 4.899 25.158 0.007 -0.017 0.032
O 17.714 3.987 27.889 0 0.001 0.016
O 22.955 13.091 23.341 -0.004 -0.01 0.027
O 14.112 3.524 24.78 0.018 -0.003 0.026
O 14.151 2.317 17.402 0.017 0.005 0.04
O 0.79 22.153 22.4 -0.003 0.005 0.026
O 5.551 15.882 13.974 0 0.01 0.01
O 5.36 17.693 22.795 -0.004 -0.001 0.029
O 25.023 -14.853 14.829 -0.015 0.001 0.046
O 9.419 1.358 27.673 -0.002 0.003 0.015
O 14.923 -3.878 27.841 0 -0.008 0.012
O 7.081 -2.498 20.839 0.002 0.011 0.046
O 8.757 7.734 27.296 -0.015 0.009 0.03
O 10.549 5.791 26.885 0.011 -0.017 0.031
O 12.492 -9.14 16.104 -0.012 -0.002 0.022
O 19.268 12.289 20.217 0 -0.01 0.047
O 10.88 8.238 25.865 -0.003 -0.004 0.022
O 11.604 -5.969 24.433 0.008 -0.01 0.03
O 17.126 17.001 23.692 0.004 0 0.024
O 13.859 17.979 27.098 -0.017 0.015 0.035
O 14.831 -9.148 15.002 -0.011 0.016 0.032
O 7.768 -2.476 14.095 0.007 -0.008 0.013
O 19.434 -5.346 26.201 -0.008 0 0.024
O 1.771 -1.972 15.526 0.012 -0.005 0.021
O 18.862 3.85 22.718 -0.005 0 0.021
O 3.153 1.052 24.98 0.016 0.012 0.043
O 12.583 -3.018 17.686 0.003 -0.005 0.018
O 36.812 23.019 27.997 -0.004 0.004 0.017
O 12.09 17.794 16.121 -0.01 -0.008 0.037
O -0.367 10.852 14.929 0.005 0 0.02
O 1.953 3.341 14.822 0.014 -0.016 0.034
O -3.348 3.703 15.218 0.007 -0.015 0.037
O 16.65 -0.408 18.159 -0.004 -0.005 0.02
O 7.689 4.247 15.526 0.002 -0.004 0.038
O 16.156 -7.321 19.14 0.005 0.001 0.021
O 26.888 -1.254 22.644 0.013 -0.009 0.024
O -4.624 3.182 23.629 0.012 0.007 0.029
O 14.541 1.641 14.997 -0.014 0.011 0.035
O 5.175 -3.495 19.164 0.005 -0.002 0.019
O -0.24 2.315 26.015 -0.001 -0.006 0.03
O 21.434 15.949 17.998 -0.008 0.001 0.025
O 12.012 -9.996 20.055 0.013 0.004 0.024
O 7.263 9.252 18.284 0.005 0.008 0.022
O 14.236 -0.999 17.374 0.014 0.001 0.025
O 15.66 6.823 17.965 0.003 -0.008 0.027
O 19.963 2.902 16.714 0.008 0.011 0.033
O -2.595 8.101 19.323 -0.007 -0.011 0.03
O 28.959 -1.689 15.307 0.005 -0.008 0.06
O 16.464 5.271 14.206 0.004 0.001 0.017
O 17.846 1.28 16.397 -0.01 -0.01 0.042
O 19.501 -7.581 23.962 0.002 -0.01 0.041
O 25.502 18.613 19.537 -0.004 -0.003 0.023
O 7.325 -0.2 16.454 -0.008 -0.007 0.029
O 10.923 13.451 26.512 -0.002 -0.001 0.023
O 20.239 5.581 16.303 -0.001 -0.016 0.036
O 29.477 9.266 14.738 0.016 -0.012 0.039
O -1.048 -9.284 23.794 0 0 0.014
O -1.76 2.503 20.001 0 0.003 0.05
O 19.419 -3.335 17.516 0.011 0.002 0.054
O 1.612 9.207 15.234 -0.011 0.018 0.034
O 14.698 -17.25 20.047 -0.008 -0.003 0.046
O 9.593 -5.353 16.544 0.012 -0.007 0.048
O 13.851 3.732 22.172 -0.008 0.006 0.031
O 3.333 8.475 21.285 -0.01 0.008 0.05
O -2.146 11.549 18.866 0.015 0.004 0.031
O -5.218 5.274 14.141 -0.008 0.006 0.011
O 4.818 11.669 22.009 0.009 0 0.032
O -0.106 -0.289 14.504 0.007 -0.005 0.013
O 7.498 -4.628 19.338 -0.003 0.003 0.018
O -9.35 18.226 20.861 -0.013 0.009 0.025
O 0.588 -5.314 27.021 -0.02 -0.004 0.037
O 21.575 2.558 25.733 0.003 -0.003 0.029
O -5.088 -0.317 26.814 -0.011 0.014 0.035
O -14.885 -3.886 24.831 -0.008 -0.01 0.034
O 3.589 1.146 14.858 -0.007 0.017 0.034
O 10.608 -7.72 17.289 -0.002 0.007 0.023
O 4.882 8.678 19.129 -0.013 0.005 0.023
O -0.333 -0.053 27.092 0.01 -0.011 0.036
O 2.793 13.219 22.695 -0.001 0.01 0.041
O 7.448 0.26 18.972 0.008 0.012 0.036
O 4.553 -15.88 20.447 0.007 0.005 0.042
O 34.647 -4.556 15.453 -0.003 0 0.024
O 18.502 -1.352 24.572 0 -0.006 0.022
O 8.095 9.502 20.78 0.004 -0.002 0.053
O 28.569 -1.58 24.636 0.005 0.005 0.052
O 3.303 -1.617 19.458 0.002 0.001 0.019
O 14.923 1.366 22.397 0.004 -0.012 0.037
O 15.404 -12.017 18.192 0.005 0.006 0.019
O 13.024 -1.825 22.062 -0.019 0 0.027
O 17.302 5.425 19.58 0.005 0 0.021
O 11.468 12.663 23.17 -0.006 -0.007 0.026
O 18.724 9.749 19.199 0.01 -0.005 0.022
O -0.883 -1.143 22.632 0.005 0.017 0.031
O 10.779 -0.115 14.206 0.004 -0.005 0.023
O 3.067 0.07 22.556 -0.017 0.001 0.037
O -10.678 4.475 27.579 -0.001 0.007 0.025
O 9.535 11.954 24.849 -0.005 0.009 0.043
O 8.956 6.642 24.995 0.019 0.001 0.044
O 8.164 4.751 18.037 0.005 0.012 0.031
O 3.211 2.176 27.304 -0.008 0.011 0.033
O -1.619 5.842 20.197 -0.008 0 0.027
O -2.44 -4.573 16.166 -0.013 -0.001 0.038
O 8.411 -3.366 27.032 -0.01 0.013 0.031
O 2.778 -9.145 18.982 0 0.003 0.024
O 0.118 3.371 21.652 0.008 0.006 0.031
O 5.68 11.07 14.218 -0.004 0.002 0.024
O -3.05 14.358 27.063 0.011 -0.011 0.033
O 21.063 5.405 23.05 0.012 0.014 0.043
O 22.332 5.923 14.725 -0.002 0 0.025
O 7.104 10.598 22.835 -0.006 0.005 0.016
O 2.376 10.674 22.27 -0.001 -0.004 0.019
O 8.208 5.942 22.668 -0.001 0.022 0.037
O -8.784 4.682 20.58 0 -0.011 0.044
O 4.788 3.435 21.347 -0.001 0.002 0.022
O 38.047 -1.205 22.345 -0.001 0 0.019
O 14.193 -4.251 13.497 0.01 0.007 0.022
O 8.593 8.482 23.175 0.002 -0.012 0.026
O 23.13 -9.546 19.065 0.007 -0.007 0.02
O 9.672 -6.011 18.99 -0.017 0 0.03
O 19.592 5.575 20.943 0.01 -0.009 0.042
O 23.837 2.291 17.106 -0.001 0.001 0.016
O 26.011 0.858 17.111 0.008 0.001 0.018
O 0.342 4.027 24.192 -0.013 -0.006 0.044
O 17.311 8.422 22.586 -0.003 -0.007 0.026
O 14.962 -3.296 21.028 -0.006 0.015 0.036
O -9.364 3.535 22.84 0.001 0.005 0.013
O 10.867 -10.331 17.62 0.002 -0.013 0.041
O 11.596 -14.66 18.697 -0.007 0.012 0.037
O 20.447 22.962 25.212 -0.007 0.004 0.03
O 11.984 -5.569 17.725 0.001 -0.001 0.016
O 7.977 15.352 22.942 0.002 -0.002 0.016
O 9.392 -10.045 19.723 -0.004 0 0.019
O 9.076 0.143 20.937 0.009 -0.01 0.035
O 4.881 16.524 26.832 0.016 -0.013 0.04
O 5.298 11.041 24.547 -0.013 0.002 0.048
O 6.899 9.605 27.861 -0.007 -0.003 0.013
O 16.672 11.417 19.82 -0.001 0.006 0.02
O 14.458 25.216 16.947 0.014 -0.002 0.043
O 9.797 -15.122 23.205 0.002 -0.001 0.017
O 9.741 -5.596 22.539 0.016 0.011 0.027
O 0.338 18.439 18.551 -0.008 0.006 0.024
O -1.556 0.354 24.831 -0.005 0.008 0.049
O 17.054 -5.724 17.352 -0.003 -0.004 0.048
O 2.112 -3.078 27.14 0 0.012 0.04
O 22.27 3.395 13.716 0.007 0.007 0.014
O 8.011 9.833 14.751 0.006 -0.001 0.028
O 9.495 3.721 22.292 0.002 -0.001 0.022
O 10.717 -5.999 14.332 -0.01 0.011 0.018
O 13.112 -6.847 26.481 0.014 0.003 0.05
O 15.621 -2.831 15.193 -0.008 -0.009 0.019
O 21.953 -8.731 16.799 0.016 0.014 0.051
O 18.983 -8.073 26.63 0.001 0.005 0.058
O 7.128 -2.191 18.206 -0.002 -0.011 0.021
O 10.285 11.033 27.178 0.012 -0.006 0.032
O 19.01 17.083 18.631 0.014 -0.006 0.026
O 23.015 14.846 27.791 0 0.01 0.014
O 20.407 13.064 14.981 -0.009 0.006 0.022
O 10.968 4.114 19.404 0 -0.009 0.018
O 26.21 7.088 15.351 0.004 0.004 0.035
O 22.782 7.211 24.098 -0.005 -0.001 0.019
H 0.529 2.217 36.032 0.305 -0.219 -0.223
H 2.161 0.561 36.032 -0.251 0.253 -0.262
H 4.922 3.295 36 -0.303 0.267 -0.29
H 3.274 4.935 36 0.316 -0.255 -0.271
H 2.193 6.011 36.059 -0.257 0.26 -0.292
H 0.541 7.646 36.059 0.376 -0.373 -0.221
H 3.216 10.306 36.022 0.288 -0.27 -0.195
H 4.871 8.674 36.022 -0.315 0.166 -0.272
H 0.491 13.052 36.035 0.264 -0.318 -0.24
H 2.127 11.401 36.035 -0.248 0.27 -0.231
H 4.919 14.169 36.026 -0.299 0.271 -0.208
H 3.257 15.794 36.026 0.244 -0.264 -0.252
H 7.655 0.601 36.027 -0.243 0.276 -0.264
H 5.997 2.23 36.027 0.271 -0.335 -0.222
H 8.72 4.903 36.037 0.302 -0.276 -0.246
H 10.356 3.252 36.037 -0.413 0.265 -0.247
H 7.647 5.966 35.981 -0.38 0.207 -0.282
H 5.977 7.582 35.981 0.244 -0.27 -0.248
H 10.385 8.679 35.997 -0.327 0.305 -0.275
H 8.734 10.315 35.997 0.225 -0.253 -0.242
H 6.005 13.09 36.002 0.295 -0.286 -0.21
H 7.631 11.429 36.002 -0.21 0.252 -0.262
H 8.743 15.838 36.046 0.261 -0.299 -0.202
H 10.362 14.171 36.046 -0.241 0.212 -0.311
H 11.398 2.208 36.014 0.311 -0.402 -0.217
H 13.046 0.569 36.014 -0.247 0.22 -0.294
H 15.755 3.316 36.051 -0.224 0.21 -0.302
H 14.104 4.952 36.051 0.345 -0.461 -0.195
H 11.446 7.623 36.037 0.313 -0.287 -0.262
H 13.086 5.975 36.037 -0.361 0.387 -0.265
H 14.191 10.311 36.062 0.194 -0.277 -0.283
H 15.834 8.667 36.062 -0.422 0.306 -0.26
H 13.093 11.412 36.078 -0.204 0.288 -0.286
H 11.453 13.059 36.078 0.11 -0.413 -0.189
H 14.136 15.801 36.032 0.26 -0.272 -0.2
H 15.752 14.131 36.032 -0.316 0.254 -0.261
H 0.81 1.93 5.982 -0.28 0.267 0.219
H -0.838 3.569 5.982 0.338 -0.226 0.242
H 3.533 -0.813 5.992 -0.247 0.276 0.254
H 1.892 0.833 5.992 0.24 -0.288 0.258
H 0.85 7.335 6.081 -0.215 0.358 0.275
H -0.807 8.965 6.081 0.308 -0.291 0.28
H 1.927 6.27 6.009 0.346 -0.196 0.263
H 3.574 4.63 6.009 -0.311 0.342 0.246
H -0.86 14.417 6.005 0.155 -0.382 0.288
H 0.777 12.767 6.005 -0.29 0.239 0.263
H 1.858 11.675 5.955 0.171 -0.372 0.225
H 3.497 10.027 5.955 -0.392 0.075 0.226
H 6.281 1.943 5.996 -0.236 0.32 0.265
H 4.63 3.579 5.996 0.393 -0.24 0.262
H 9.007 -0.775 5.978 -0.133 0.315 0.232
H 7.369 0.874 5.978 0.425 -0.152 0.235
H 4.62 8.92 5.954 0.184 -0.217 0.324
H 6.275 7.288 5.954 -0.431 0.274 0.184
H 8.992 4.622 5.997 -0.274 0.28 0.265
H 7.34 6.256 5.997 0.402 -0.227 0.297
H 4.637 14.44 5.955 0.314 -0.229 0.204
H 6.286 12.802 5.955 -0.166 0.343 0.222
H 9.01 10.037 5.935 -0.294 0.323 0.178
H 7.375 11.689 5.935 0.207 -0.259 0.284
H 11.704 1.896 6.016 -0.297 0.32 0.268
H 10.062 3.541 6.016 0.28 -0.274 0.281
H 14.408 -0.816 5.963 -0.235 0.333 0.215
H 12.773 0.834 5.963 0.281 -0.314 0.265
H 11.735 7.331 6.024 -0.343 0.345 0.223
H 10.087 8.97 6.024 0.288 -0.234 0.337
H 12.776 6.285 6.068 0.338 -0.324 0.284
H 14.415 4.638 6.068 -0.267 0.298 0.27
H 11.729 12.771 6.014 -0.188 0.37 0.18
H 10.102 14.43 6.014 0.245 -0.182 0.294
H 12.823 11.673 6.032 0.287 -0.182 0.3
H 14.464 10.027 6.032 -0.262 0.361 0.234

Results
free energy: -284451.873 eV
free energy less fixed offsets of H -15.71, O -570.45, Si -639.56 eV per atom: -7.393 eV

The program warned: the cutoff lies below the one the program advises for these potential files; the forces do not sum to zero within the program's tolerance; empty levels may hold ghost states of the PAW files; the exchange-correlation potential is rough where the density is thin.
